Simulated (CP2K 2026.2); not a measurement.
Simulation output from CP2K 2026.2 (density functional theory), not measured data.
Periodic cell of 504 atoms, Si360O144, from a study of silicon, its oxide and their interface. The atomic structure is a simulated model.
Doubt: the forces sum to 1.62 eV/angstrom along one axis rather than to zero, so they err by at least 0.0032 eV/angstrom per atom on average; the grid cutoff is modest.

Settings: functional PBE; method Gaussian and plane waves; basis set DZVP-MOLOPT-SR-GTH; pseudopotentials GTH-PBE; grid cutoff 350 Ry, relative cutoff 50 Ry; k points Gamma only; occupations fixed; spin none; net charge 0.

Cell vectors (angstrom)
a	16.32	0	0
b	0	16.32	0
c	-0.2442	-5.9851	33.8479

Atoms and the computed forces on them: element, x, y, z (angstrom), force x, y, z (eV/angstrom)
Si	15.23	8.414	33.802	0	0.001	-0.038
Si	1.865	0.814	0.18	0.096	-0.181	0.639
Si	14.116	-1.363	33.809	-0.013	0.033	0.03
Si	10.279	7.487	26.12	0.008	-0.104	-0.067
Si	15.39	8.987	0.467	-0.028	0.04	0.526
Si	0.81	12.622	0.182	-0.045	0.023	-0.006
Si	3.578	15.437	0.155	-0.128	0.137	0.653
Si	6.63	1.692	0.014	0.059	-0.22	0.68
Si	4.313	3.83	0.068	-0.121	0.12	0.769
Si	6.22	7.24	0.155	-0.063	0.216	0.655
Si	4.5	8.958	0.205	0.243	-0.086	0.526
Si	7.4	11.728	0.066	-0.031	0.014	0.086
Si	10.083	14.558	0.08	0.005	-0.004	-0.039
Si	11.75	1.916	0.053	-0.208	0.087	0.544
Si	10.008	3.644	0.026	0.016	-0.009	-0.024
Si	12.676	6.361	0.132	0.027	-0.003	-0.061
Si	9.047	10.006	0.171	0.004	0.011	-0.025
Si	11.756	12.773	0.076	-0.143	0.137	0.501
Si	0.035	-0.141	1.306	0.012	0.02	-0.057
Si	2.741	2.651	1.362	-0.005	0	-0.054
Si	16.173	5.457	1.318	0.018	-0.041	-0.076
Si	2.745	8.169	1.563	-0.007	0.036	-0.029
Si	16.258	10.9	1.521	0.022	-0.004	-0.012
Si	2.634	13.615	1.34	0.004	0.031	-0.049
Si	5.439	0.048	1.287	-0.014	0.008	-0.047
Si	8.232	2.759	1.345	-0.01	0.035	-0.037
Si	5.378	5.453	1.43	0.006	-0.01	-0.033
Si	8.066	8.196	1.322	-0.01	-0.083	-0.044
Si	5.536	10.808	1.295	0.009	-0.005	-0.069
Si	8.29	13.555	1.285	-0.001	-0.003	-0.048
Si	10.927	0.059	1.316	-0.019	0.033	-0.038
Si	13.514	2.844	1.31	0.012	-0.01	-0.058
Si	10.955	5.345	1.379	-0.016	-0.005	0.01
Si	13.569	8.042	1.513	-0.042	0.03	-0.065
Si	10.827	10.987	1.359	-0.006	-0.005	-0.024
Si	13.628	13.611	1.266	0.043	0.002	-0.003
Si	14.952	1.36	2.542	-0.02	-0.006	-0.007
Si	1.301	4.06	2.611	0.003	0.009	-0.016
Si	14.941	6.737	2.886	0.037	0.025	-0.065
Si	1.427	9.627	2.845	-0.056	-0.029	-0.041
Si	14.824	12.223	2.786	0.008	0.037	-0.052
Si	1.342	14.926	2.813	0.025	0.006	-0.036
Si	4.14	1.377	2.767	-0.009	-0.034	0.001
Si	6.869	4.142	2.708	-0.056	-0.048	-0.009
Si	4.012	6.714	2.869	0.048	0.022	-0.021
Si	6.781	9.495	2.81	-0.005	0.001	-0.04
Si	4.105	12.225	2.585	-0.016	-0.037	-0.001
Si	6.825	14.937	2.57	0.021	0.03	-0.018
Si	9.485	1.306	2.715	0.021	0.025	-0.01
Si	12.235	4.064	2.857	0.003	0.008	-0.048
Si	9.517	6.796	2.594	-0.022	0.027	-0.004
Si	12.178	9.54	2.67	-0.02	-0.004	0.007
Si	9.546	12.286	2.824	-0.018	0.023	-0.06
Si	12.35	15.057	2.668	-0.011	-0.035	-0.018
Si	13.658	0.061	4.054	0.018	0.012	0.032
Si	-0.025	2.688	3.985	0.033	-0.018	0.026
Si	13.582	5.403	4.218	0.016	0	0.008
Si	0.022	8.181	4.11	0.017	0.007	0.067
Si	13.513	10.849	4.116	0.012	-0.007	0.038
Si	16.265	13.57	4.115	-0.001	0.018	-0.017
Si	2.74	0.001	4.092	0.032	0.034	0.022
Si	5.501	2.755	4.078	-0.004	0.003	0
Si	2.627	5.352	4.116	-0.036	0.015	0.011
Si	5.415	8.129	4.14	-0.016	-0.017	0.027
Si	2.799	10.963	4.129	0.019	0.009	0.029
Si	5.455	13.595	3.965	-0.019	0.005	0.022
Si	8.127	-0.045	4.043	-0.011	-0.03	0.009
Si	10.848	2.664	4.105	-0.006	0.006	-0.005
Si	8.203	5.487	4.065	-0.007	-0.008	0.024
Si	10.835	8.159	4.019	0.004	-0.005	0.02
Si	8.162	10.885	4.123	-0.004	-0.021	-0.011
Si	10.951	13.681	4.062	0.007	-0.003	0
Si	14.959	14.985	5.447	0.01	0.029	0.008
Si	1.351	1.37	5.405	-0.02	0	-0.002
Si	14.981	4.017	5.46	0.016	-0.021	0.004
Si	1.344	6.786	5.469	-0.004	0.015	-0.003
Si	14.939	9.52	5.448	0.011	-0.005	-0.013
Si	1.361	12.261	5.463	0.025	-0.004	0.018
Si	4.109	14.939	5.401	0.017	-0.016	-0.008
Si	6.812	1.348	5.426	-0.003	-0.005	0.005
Si	4.076	4.053	5.441	-0.004	-0.003	0.002
Si	6.817	6.792	5.459	0.012	0.018	0.013
Si	4.09	9.532	5.475	-0.012	-0.001	0.007
Si	6.78	12.26	5.415	-0.04	0.023	0.006
Si	9.53	14.973	5.419	0.013	0.02	0.006
Si	12.252	1.349	5.443	-0.005	-0.024	0.012
Si	9.517	4.08	5.432	-0.01	0.017	0.012
Si	12.195	6.825	5.45	-0.025	0.039	-0.001
Si	9.516	9.506	5.447	0.014	-0.038	-0.006
Si	12.217	12.265	5.459	-0.002	-0.005	0.011
Si	0.011	0.012	6.796	0.003	-0.016	0.012
Si	2.716	2.701	6.797	0	0.005	-0.006
Si	-0.008	5.418	6.813	-0.008	-0.006	0.009
Si	2.718	8.157	6.807	0.002	0.011	0.006
Si	-0.003	10.877	6.8	0.008	-0.009	0.005
Si	2.734	13.62	6.8	-0.016	0.004	0.004
Si	5.445	-0.011	6.781	0.001	0.005	0.002
Si	8.16	2.718	6.793	0.006	0	0.003
Si	5.435	5.431	6.797	-0.014	0.002	-0.005
Si	8.162	8.157	6.82	-0.008	0.009	0.013
Si	5.451	10.897	6.811	0.006	-0.011	0.004
Si	8.161	13.607	6.772	0.013	-0.017	-0.006
Si	10.881	-0.001	6.798	-0.002	-0.004	0.009
Si	13.602	2.697	6.82	0.004	0.009	0.008
Si	10.863	5.442	6.807	-0.001	-0.017	-0.002
Si	13.578	8.166	6.807	0.009	-0.013	0.006
Si	10.867	10.883	6.805	-0.022	0.025	0.003
Si	13.6	13.614	6.804	0.005	0.003	-0.002
Si	14.966	1.368	13.605	-0.003	-0.008	0
Si	1.354	4.077	13.608	0.011	0.009	0.001
Si	14.958	6.801	13.605	0.003	-0.002	0
Si	1.353	9.495	13.605	-0.008	0	-0.001
Si	14.935	12.223	13.558	-0.001	0.015	-0.014
Si	1.367	-1.346	13.562	-0.005	-0.011	-0.013
Si	4.087	1.371	13.572	0.003	-0.001	-0.014
Si	6.821	4.092	13.586	-0.019	0.014	-0.012
Si	4.072	6.807	13.603	-0.002	-0.019	-0.007
Si	6.79	9.525	13.611	0.015	-0.006	-0.007
Si	4.099	12.236	13.609	-0.012	0.004	-0.006
Si	6.807	-1.372	13.604	-0.003	0.014	-0.004
Si	9.537	1.361	13.615	-0.006	0.001	-0.004
Si	12.24	4.079	13.607	0.013	0.002	-0.004
Si	9.52	6.798	13.606	-0.014	0.018	-0.009
Si	12.234	9.506	13.601	-0.001	-0.005	-0.008
Si	9.515	12.242	13.6	0.019	-0.024	-0.005
Si	12.225	-1.353	13.607	0.01	0.004	-0.005
Si	13.582	0.025	14.955	0.001	-0.024	-0.007
Si	0.02	2.703	14.986	0.013	-0.025	0.013
Si	13.574	5.466	14.965	-0.02	0.015	-0.002
Si	-0.007	8.14	14.99	0.009	0.01	0.002
Si	13.591	10.874	14.945	0.005	0.005	-0.007
Si	-0.015	13.597	14.866	-0.007	0.009	-0.027
Si	2.693	0.048	14.923	0.008	0.013	0.003
Si	5.467	2.719	14.917	0.007	-0.002	-0.022
Si	2.707	5.449	14.959	0.004	0.019	-0.01
Si	5.439	8.155	14.974	-0.02	0.019	-0.007
Si	2.732	10.857	14.938	0.016	-0.015	-0.009
Si	5.468	13.584	14.986	0.031	-0.038	0.016
Si	8.171	-0.013	14.955	0.015	-0.008	-0.005
Si	10.904	2.718	14.989	-0.021	0.006	-0.004
Si	8.168	5.441	14.972	0.027	-0.029	-0.01
Si	10.892	8.136	14.97	0.025	-0.007	0.003
Si	8.132	10.912	14.967	-0.013	0.012	-0.001
Si	10.88	13.585	14.969	-0.03	0.009	-0.002
Si	15.003	-1.332	16.229	0.006	0.004	-0.05
Si	1.374	1.353	16.402	0.01	-0.003	-0.001
Si	14.95	4.095	16.266	0.035	0.004	0.001
Si	1.394	6.818	16.368	-0.005	-0.024	0.001
Si	14.884	9.472	16.315	-0.003	-0.027	-0.03
Si	1.287	12.193	16.201	-0.001	0.008	0.027
Si	4.068	-1.313	16.216	-0.001	0.019	0.003
Si	6.863	1.412	16.282	-0.008	0.005	0.035
Si	4.061	4.033	16.251	-0.009	0.007	-0.041
Si	6.766	6.753	16.328	-0.013	0.027	0.051
Si	4.122	9.556	16.341	-0.014	0.007	-0.008
Si	6.818	12.245	16.433	0.003	0.005	-0.011
Si	9.472	-1.421	16.327	-0.026	-0.029	-0.021
Si	12.224	1.336	16.377	0.013	0.017	0.068
Si	9.576	4.124	16.336	-0.005	0.018	-0.038
Si	12.218	6.779	16.399	-0.009	0.003	0.012
Si	9.519	9.537	16.249	0.012	0.007	-0.051
Si	12.294	12.269	16.323	-0.004	-0.033	0.024
Si	-0.036	-0.045	17.707	-0.008	-0.023	-0.005
Si	2.777	2.744	17.729	0.002	0.008	0.007
Si	-0.019	5.421	17.647	0.003	0.048	-0.018
Si	2.797	8.206	17.713	-0.003	0.004	-0.031
Si	-0.059	10.836	17.595	-0.024	-0.004	-0.001
Si	2.64	-2.705	17.44	-0.002	0.022	0.035
Si	5.445	0.058	17.547	0.021	-0.029	0.025
Si	8.272	2.74	17.67	-0.023	-0.01	0.028
Si	5.382	5.321	17.647	0.019	-0.02	0.023
Si	8.163	8.176	17.578	0.027	0.043	0.048
Si	5.439	10.891	17.801	-0.038	-0.045	-0.018
Si	8.162	-2.704	17.842	0.012	-0.005	0.012
Si	10.831	-0.114	17.678	0.014	0.01	-0.004
Si	13.625	2.765	17.661	-0.037	0.029	0.038
Si	10.879	5.427	17.824	-0.021	-0.037	0.001
Si	13.532	8.168	17.769	0.043	0.032	-0.003
Si	10.869	10.899	17.599	-0.057	0.003	0.013
Si	13.724	-2.658	17.631	0.002	-0.01	0.001
Si	14.95	1.383	19.021	0.004	0.009	-0.012
Si	1.356	4.1	19.037	0.018	0.022	0.03
Si	14.968	6.783	19.03	0.035	0	0.075
Si	1.353	9.591	18.988	0.042	-0.049	0.024
Si	15.01	12.237	19.006	-0.02	-0.018	0.038
Si	1.333	-1.496	18.972	-0.004	0.004	0.032
Si	4.174	1.354	19.05	-0.026	-0.024	0.049
Si	6.819	4.018	19.015	-0.009	-0.023	0.004
Si	4.128	6.749	19.038	-0.042	0.023	0.039
Si	6.889	9.474	19.079	0.037	0.025	0.021
Si	3.946	12.386	18.898	0.006	-0.009	-0.006
Si	6.691	-1.243	19.039	0.026	-0.023	0.037
Si	9.538	1.283	19.058	-0.009	0.019	0.033
Si	12.264	4.003	19.162	0.003	-0.022	0.03
Si	9.449	6.87	19.061	0.064	0.037	0.036
Si	12.097	9.552	19.079	-0.044	-0.094	0.011
Si	9.659	12.245	19.118	-0.009	0.046	0.043
Si	12.323	-1.375	19.007	-0.009	0.006	0.052
Si	13.208	0.404	20.29	-0.064	-0.005	0.023
Si	0.181	2.562	20.371	0.064	-0.027	0.082
Si	13.769	5.324	20.424	-0.085	0.031	0.07
Si	0.183	8.043	20.309	-0.177	0.072	-0.6
Si	13.203	11.287	20.201	-0.182	0.292	-0.487
Si	0.455	-3.24	20.384	0.039	0.018	0.084
Si	3.013	-0.376	20.148	0.225	-0.224	-0.459
Si	5.986	2.227	20.358	0.221	-0.191	-0.502
Si	2.384	5.772	20.34	0.174	-0.079	-0.645
Si	6.033	7.562	20.198	0.049	-0.024	-0.011
Si	2.252	11.403	20.187	-0.028	0.033	0
Si	4.756	-2.077	20.107	-0.067	0.078	-0.06
Si	7.709	0.431	20.355	-0.017	0.023	0.03
Si	11.387	2.101	20.338	0.026	-0.05	0.011
Si	7.756	5.777	20.277	-0.029	-0.049	0.013
Si	10.263	8.682	20.376	-0.044	0.056	-0.585
Si	8.668	10.473	20.314	0.079	-0.152	-0.585
Si	11.56	-3.18	20.319	-0.013	-0.037	0.009
Si	14.384	-0.243	22.256	-0.399	0.209	-0.422
Si	3.304	2.285	27.114	-0.113	-0.026	-0.076
Si	15.105	3.856	21.67	0.077	0.039	-0.581
Si	14.393	9.31	22.284	0.015	0.011	-0.106
Si	15.371	10.997	24.495	0.012	0.111	-0.179
Si	15.874	-2.811	22.585	0.252	-0.125	-0.515
Si	3.552	5.609	23.087	0.019	-0.026	-0.053
Si	5.899	1.497	25.704	-0.052	0.079	-0.038
Si	1.009	1.036	21.977	0.037	0.45	-0.467
Si	10.375	7.186	23.113	-0.047	0.051	-0.059
Si	1.945	10.086	24.667	-0.014	-0.052	-0.006
Si	13.096	-3.282	29.227	0.045	-0.033	0.051
Si	8.645	-0.232	22.439	-0.321	0.185	-0.643
Si	13.294	2.139	23.742	0.081	-0.036	-0.04
Si	8.652	2.178	26.893	-0.072	0.144	0.03
Si	13.111	6.514	22.327	0.24	-0.297	-0.651
Si	7.939	-4.151	28.407	0.066	-0.105	-0.028
Si	10.966	-2.44	22.467	0.259	-0.182	-0.558
Si	3.718	-1.495	30.975	-0.011	-0.015	-0.014
Si	9.96	-3.976	24.611	0.102	-0.048	-0.014
Si	15.453	5.588	23.986	0.059	-0.084	-0.086
Si	6.516	-0.128	31.155	-0.064	0.119	0.106
Si	3.398	10.904	22.134	-0.255	-0.021	-0.565
Si	13.98	4.158	28.621	0.079	0.097	0.008
Si	14.727	-1.979	31.587	-0.211	0.178	0.509
Si	15.677	0.441	29.874	-0.053	0.005	0.198
Si	1.122	5.577	32.04	-0.3	0.153	0.585
Si	15.06	3.254	25.928	-0.098	0.008	-0.071
Si	7.612	2.346	29.757	-0.028	0.075	0.003
Si	5.815	-3.13	26.523	-0.03	-0.038	-0.042
Si	7.147	10.741	31.129	-0.025	0.016	-0.004
Si	9.595	3.559	31.898	-0.181	0.181	0.571
Si	6.514	5.083	29.079	0.026	-0.053	0.093
Si	11.376	1.083	32.008	0.361	-0.122	0.511
Si	5.24	-2.881	22.167	-0.205	0.255	-0.611
Si	1.134	1.36	25.062	0.037	-0.076	-0.125
Si	3.384	9.419	28.903	-0.094	-0.032	-0.123
Si	3.505	4.858	28.657	0.013	-0.027	-0.042
Si	7.556	11.78	22.927	0.16	-0.144	-0.152
Si	8.865	5.081	27.061	0.15	-0.009	0.004
Si	2.482	-4.035	29.547	0.048	0.082	-0.002
Si	8.48	4.944	22.394	-0.016	0.082	-0.671
Si	0.183	-4.569	31.343	0.008	-0.111	0.104
Si	10.476	2.354	22.487	0.297	-0.006	-0.649
Si	3.712	4.444	31.54	-0.031	-0.101	0.024
Si	14.407	-3.24	26.39	0.064	0.101	0.053
Si	11.546	5.78	28.135	-0.138	0.031	0.061
Si	2.171	0.069	28.864	0.074	0.008	0.043
Si	-0.02	2.63	31.838	-0.074	-0.075	0.048
Si	0.862	7.373	0.433	-0.033	-0.094	0.572
Si	5.201	8.183	22.233	0.279	-0.096	-0.536
Si	4.519	10.354	26.269	-0.03	-0.002	0.054
Si	6.237	-1.138	24.348	0.052	0.045	-0.1
Si	10.862	6.287	31.017	0.104	-0.052	0.168
Si	9.655	9.017	31.615	0.26	-0.045	0.719
Si	10.278	-2.114	28.927	-0.034	0.123	0.091
Si	1.524	7.184	27.965	0.06	0.009	0.039
Si	1.535	7.037	24.825	0.021	0.064	-0.038
Si	12.16	-5.493	31.187	-0.013	0.128	0.022
Si	5.828	3.538	23.262	-0.006	-0.08	-0.231
Si	6.329	6.167	31.768	0.372	-0.071	0.48
Si	12.96	1.406	29.333	-0.024	0.054	0.074
Si	8.981	10.074	26.276	-0.091	0.153	0.003
Si	11.821	-1.805	25.175	-0.033	-0.037	-0.082
Si	0.679	-1.779	25.202	-0.105	-0.046	-0.015
Si	6.552	9.45	24.412	0.08	0.009	0.082
Si	9.347	-1.267	31.789	0.153	-0.338	0.495
Si	14.727	9.111	31.551	0.324	-0.205	0.568
Si	2.896	-2.391	27.05	-0.064	-0.059	0.006
Si	15.563	6.665	29.806	-0.136	-0.075	0.006
Si	4.774	8.834	31.327	0.02	-0.02	0.041
Si	10.94	0.322	27.198	0.027	-0.187	0.102
Si	14.964	1.347	8.173	-0.001	-0.012	-0.004
Si	1.371	4.075	8.163	0.018	0.01	-0.012
Si	14.939	6.788	8.155	-0.016	-0.018	0.004
Si	1.35	9.511	8.162	-0.016	-0.016	0.004
Si	14.965	12.249	8.159	0.016	0.02	-0.005
Si	1.371	-1.345	8.161	0.014	0.024	0.011
Si	4.079	1.341	8.153	-0.02	-0.013	0.008
Si	6.792	4.068	8.159	-0.012	-0.019	-0.005
Si	4.087	6.803	8.16	0.013	0.015	0.002
Si	6.804	9.53	8.167	0.005	0.017	0.009
Si	4.078	12.245	8.162	-0.003	-0.013	-0.005
Si	6.812	-1.357	8.146	0.006	0.005	-0.009
Si	9.529	1.369	8.156	0.021	0.018	0.001
Si	12.241	4.083	8.156	0.009	0.015	0.001
Si	9.512	6.793	8.178	0.001	-0.006	-0.003
Si	12.235	9.532	8.169	0.015	0.009	-0.004
Si	9.499	12.241	8.153	-0.023	-0.016	0.005
Si	12.23	-1.364	8.165	-0.022	-0.015	0.003
Si	13.595	-0.007	9.523	0.013	0.001	0.001
Si	0.003	2.721	9.519	-0.007	0.002	0
Si	13.59	5.44	9.526	0.002	-0.003	0.002
Si	-0.011	8.145	9.512	0.004	0.001	-0.002
Si	13.6	10.89	9.522	-0.002	0.001	0.003
Si	0.009	13.604	9.519	0.009	-0.006	0.003
Si	2.723	0.003	9.531	-0.001	-0.01	0.001
Si	5.437	2.708	9.518	-0.001	0.005	0.006
Si	2.727	5.441	9.517	-0.007	-0.006	0
Si	5.441	8.166	9.521	0.004	-0.002	-0.001
Si	2.715	10.878	9.514	0.005	0.006	0.004
Si	5.452	13.6	9.51	-0.011	0.006	-0.003
Si	8.164	0.006	9.51	-0.002	-0.005	0
Si	10.888	2.723	9.521	-0.004	0.003	-0.005
Si	8.148	5.432	9.528	-0.002	0.013	0
Si	10.88	8.158	9.526	-0.01	-0.002	0.011
Si	8.158	10.883	9.528	-0.001	-0.005	0.001
Si	10.865	13.595	9.515	0.01	-0.006	-0.006
Si	14.953	-1.366	10.877	-0.005	0.004	0
Si	1.361	1.37	10.883	0.007	0	0.003
Si	14.959	4.081	10.874	0.002	0.008	-0.005
Si	1.351	6.787	10.877	0.009	0.001	-0.002
Si	14.961	9.517	10.869	0.003	-0.012	-0.002
Si	1.368	12.24	10.883	-0.002	-0.007	0.006
Si	4.093	-1.366	10.87	-0.001	0.001	-0.003
Si	6.804	1.353	10.883	0.001	0	0
Si	4.089	4.087	10.875	-0.01	0.006	-0.004
Si	6.801	6.809	10.885	-0.017	0.005	0.004
Si	4.07	9.519	10.878	0	0.002	-0.003
Si	6.801	12.242	10.885	0.005	-0.018	0
Si	9.52	-1.351	10.874	-0.005	-0.003	-0.007
Si	12.25	1.366	10.885	-0.001	-0.003	0.002
Si	9.52	4.074	10.879	0.006	-0.002	-0.005
Si	12.237	6.799	10.892	0.012	-0.007	-0.001
Si	9.516	9.517	10.881	0	0.01	-0.001
Si	12.221	12.236	10.878	-0.011	0.015	0.006
Si	-0.011	0.005	12.226	-0.008	-0.003	0.001
Si	2.724	2.739	12.233	0.008	0.014	0.005
Si	-0.009	5.43	12.245	-0.022	-0.016	-0.005
Si	2.709	8.15	12.232	-0.014	-0.016	-0.005
Si	0.006	10.867	12.232	0.005	0.007	-0.005
Si	2.743	13.599	12.237	0.027	0.02	-0.004
Si	5.444	-0.014	12.239	-0.029	-0.023	-0.003
Si	8.171	2.711	12.243	-0.008	-0.001	0
Si	5.444	5.451	12.243	0.014	0.017	-0.003
Si	8.161	8.168	12.252	0.012	0.004	-0.002
Si	5.436	10.874	12.236	-0.014	-0.004	0.003
Si	8.167	13.606	12.235	0.007	0.015	0.007
Si	10.882	0.008	12.237	0.007	0.007	-0.006
Si	13.61	2.73	12.245	0.014	0.012	-0.009
Si	10.873	5.433	12.245	-0.016	-0.004	0.008
Si	13.606	8.164	12.239	0.019	0.019	0.007
Si	10.869	10.868	12.246	-0.014	-0.023	-0.001
Si	13.575	13.603	12.231	-0.007	-0.024	-0.003
O	6.792	-3.384	22.108	0.511	0.055	-0.573
O	2.313	0.141	21.567	0.193	-0.073	0.477
O	10.317	8.358	21.998	-0.272	0.206	0.319
O	1.325	6.957	20.81	-0.138	-0.089	0.386
O	3.416	-1.508	32.566	-0.361	0.256	0.151
O	4.337	9.568	22.115	0.106	0.062	-0.278
O	11.698	2.367	23.571	-0.063	0.147	0.563
O	5.602	2.711	21.885	-0.169	-0.135	0.141
O	4.241	7.029	22.81	0.015	0.028	0.169
O	9.591	-1.559	22.273	0.048	-0.091	-0.427
O	4.472	-2.31	26.797	0.14	0.538	0.217
O	8.406	10.878	21.893	0.323	-0.041	0.413
O	9.142	6.328	26.078	-0.258	0.145	-0.555
O	0.83	1.495	32.64	0.426	-0.302	-0.24
O	7.551	-0.56	23.596	0.168	0.089	0.382
O	12.033	-4.397	32.373	0.036	0.382	-0.091
O	13.304	8.123	22.163	-0.439	0.368	-0.106
O	1.321	-4.815	32.455	0.146	0.124	-0.217
O	5.499	0.047	25.143	-0.296	0.014	-0.057
O	11.575	6.191	22.691	-0.264	-0.556	-0.282
O	8.181	9.51	31.188	-0.119	-0.193	0.003
O	13.643	-2.339	30.427	-0.38	0.348	0.087
O	6.455	10.869	23.656	-0.425	0.128	0.068
O	0.807	-0.185	25.384	0.051	0.135	0.286
O	13.327	2.979	29.525	-0.288	0.128	0.538
O	15.74	-2.365	26.054	-0.062	0.023	0.299
O	9.991	0.227	31.905	-0.539	0.213	-0.022
O	11.743	6.281	29.664	0.554	0.291	0.11
O	10.649	7.818	24.579	0.064	0.385	-0.052
O	3.01	10.583	25.766	-0.161	0.256	0.261
O	14.52	-1.868	22.472	-0.406	-0.174	0.075
O	7.354	1.403	26.374	0.139	-0.491	0.19
O	3.639	9.147	32.421	-0.201	-0.017	-0.387
O	5.194	5.024	31.662	0.304	-0.261	-0.125
O	7.537	-4.634	29.889	-0.18	0.383	0.027
O	14.546	11.601	25.742	-0.495	-0.404	0.104
O	10.1	-0.705	28.145	-0.57	-0.002	0.115
O	9.78	8.82	26.884	0.026	0.134	0.728
O	5.388	11.695	26.108	0.292	-0.054	-0.182
O	2.441	5.852	24.219	0.102	-0.549	0.07
O	15.934	1.943	30.44	-0.053	0.192	-0.222
O	14.94	3.016	32.658	-0.449	0.003	-0.249
O	10.076	-1.98	30.528	0.113	-0.51	0.21
O	9.949	1.348	26.461	-0.041	0.116	-0.303
O	14.72	7.903	30.444	-0.157	-0.181	-0.134
O	5.247	-3.193	33.415	0.091	0.062	-0.214
O	4.856	1.955	26.836	0.179	0.197	0.263
O	15.504	12.108	23.317	-0.262	-0.189	-0.15
O	9.254	-3.236	28.414	-0.041	-0.165	-0.013
O	6.197	0.763	32.46	0.039	0.158	-0.167
O	5.966	2.522	24.479	-0.038	0.072	-0.052
O	11.515	6.952	27.019	0.683	0.327	-0.254
O	-0.018	7.126	28.448	-0.492	0.223	-0.61
O	10.804	-3.902	23.22	0.183	-0.646	-0.345
O	9.526	1.077	22.882	-0.029	-0.093	0.189
O	6.623	-2.327	25.381	0.417	-0.253	0.087
O	9.871	7.561	30.932	-0.28	-0.141	-0.371
O	3.636	3.183	32.536	-0.208	-0.465	-0.312
O	0.432	6.401	30.853	0.296	0.301	-0.034
O	8.219	10.899	27.434	-0.236	-0.409	-0.099
O	8.628	2.254	28.509	0.522	0.199	0.305
O	5.013	5.459	28.602	-0.055	0.645	-0.226
O	15.688	10.364	31.092	0.005	0.052	-0.335
O	10.491	-2.714	25.486	-0.223	0.079	0.307
O	2.481	1.852	25.796	0.184	0.025	-0.186
O	13.156	-2.546	25.658	0.065	-0.159	-0.311
O	15.547	-3.363	31.845	0.052	-0.09	0.237
O	8.719	3.676	26.271	0.112	0.072	-0.583
O	2.741	5.665	31.98	0.286	0.298	0.304
O	9.989	4.933	31.129	-0.383	0.21	-0.157
O	4.476	9.832	27.788	0.426	-0.081	0.075
O	5.658	10.148	31.002	-0.382	0.397	-0.342
O	11.816	6.419	32.331	0.694	0.122	-0.236
O	15.773	8.796	21.576	0.143	0.011	0.245
O	11.974	1.181	28.087	-0.143	0.116	-0.113
O	4.056	8.395	29.954	-0.3	-0.642	-0.105
O	15.433	4.699	25.321	0.374	0.332	0.163
O	2.747	-0.392	30.299	-0.079	0.179	0.27
O	2.916	5.058	21.704	-0.138	-0.431	0.054
O	7.766	-1.111	31.461	-0.245	-0.51	0.175
O	7.2	-4.748	32.518	0.363	0.262	-0.093
O	2.537	-3.654	27.984	-0.325	-0.527	-0.165
O	14.72	5.298	29.524	0.148	0.049	0.346
O	10.062	11.005	25.497	0.529	-0.172	-0.029
O	8.435	-3.875	24.103	-0.47	0.42	0.358
O	9.58	3.726	22.472	0.114	0.09	0.043
O	6.521	3.501	29.453	-0.629	-0.265	-0.036
O	5.261	-1.057	30.729	0.173	-0.284	-0.39
O	5.155	-1.723	23.296	-0.37	0.255	-0.002
O	15.954	0.169	22.052	0.091	-0.18	0.028
O	0.933	-4.021	30.021	-0.314	0.082	-0.257
O	11.717	-0.439	26.009	0.223	0.374	-0.36
O	12.802	4.856	27.77	0.074	0.125	-0.749
O	16.016	4.737	22.719	0.458	0.034	-0.076
O	10.723	10.1	31.009	-0.104	0.065	-0.427
O	14.155	-3.388	27.994	0.412	-0.246	0.298
O	13.719	2.669	25.212	-0.37	0.098	0.337
O	11.848	-1.57	23.553	0.282	0.42	-0.14
O	3.402	-2.971	30.363	0.424	-0.307	0.237
O	0.474	10.542	25.109	0.11	-0.144	0.658
O	2.117	8.668	28.242	-0.443	0.436	0.05
O	8.469	2.76	31.057	-0.434	-0.326	0.16
O	10.938	2.648	32.04	0.311	0.315	0.294
O	6.725	-3.254	27.842	-0.158	0.479	0.31
O	4.271	12.205	22.553	-0.147	0.07	0.407
O	7.065	5.987	30.323	0.632	0.249	-0.237
O	13.957	6.054	23.63	-0.358	-0.115	0.335
O	13.775	0.586	23.536	-0.13	-0.076	0.261
O	5.716	7.657	31.881	0.191	0.134	0.534
O	4.582	4.494	23.594	-0.02	-0.025	0.681
O	2.447	6.07	28.68	-0.204	-0.119	0.42
O	3.18	3.869	27.421	0.001	0.287	-0.39
O	2.085	8.497	24.459	0.471	0.042	-0.331
O	13.778	10.637	21.597	0.119	0.138	0.076
O	14.933	3.444	27.526	0.362	-0.053	0.07
O	15.598	-0.718	31.016	0.205	0.077	0.23
O	5.27	9.244	25.371	-0.293	-0.45	0.156
O	11.779	-2.598	28.609	0.048	0.22	-0.586
O	-0.077	2.222	25.648	-0.143	-0.111	0.109
O	14.057	2.984	22.584	-0.411	-0.181	-0.065
O	10.145	4.97	28.058	0.026	-0.28	0.525
O	6.455	8.314	23.274	0.57	-0.562	-0.032
O	0.564	0.11	28.881	-0.2	-0.297	-0.625
O	2.978	10.76	29.708	0.143	-0.134	0.386
O	0.81	4.003	31.736	-0.013	-0.19	-0.226
O	13.207	9.673	31.611	-0.24	-0.202	0.328
O	14.288	0.521	29.059	0.003	-0.321	-0.527
O	7.155	4.446	23.169	-0.133	0.227	0.498
O	2.777	1.49	28.419	-0.06	0.426	0.581
O	12.687	-4.732	29.854	0.214	-0.382	-0.177
O	7.928	9.42	25.236	0.052	-0.485	-0.237
O	0.044	6.886	24.232	-0.235	0.385	-0.248
O	2.037	-2.504	25.697	0.104	-0.384	-0.15
O	6.884	0.921	29.977	-0.113	-0.232	-0.591
O	1.528	6.863	26.407	-0.172	-0.051	0.013
O	2.547	-1.008	27.755	-0.268	0.267	-0.189
O	12.286	0.844	30.691	0.037	-0.139	0.109
O	1.3	1.611	23.468	0.05	0.52	-0.008
O	14.666	9.703	23.827	-0.076	-0.303	0.511
O	2.245	10.774	23.252	-0.543	0.09	-0.003
O	7.506	5.373	27.853	-0.051	0.178	-0.336
O	3.367	4.005	30.031	-0.35	-0.386	0.016
O	9.052	6.265	23.139	-0.374	0.258	0.373
O	0.568	-2.076	23.617	0.653	0.403	-0.222

Results
total energy: -101658.352 eV
total energy less fixed offsets of O -438.35, Si -107.03 eV per atom: -5.152 eV
